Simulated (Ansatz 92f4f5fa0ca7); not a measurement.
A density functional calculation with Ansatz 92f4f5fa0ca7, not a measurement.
Periodic cell of 216 atoms, Si120O64H32, with a vacuum gap, from a study of silicon, its oxide and their interface. The atomic structure is a simulated model.

Settings: functional r2SCAN; potential files Ansatz PAW; basis plane waves; wave-function cutoff 800 eV; density cutoff ratio 5; exchange-correlation grid ratio 1; k mesh 1 x 1 x 1, shifted by 0.5 0.5 0 of a step; self-consistency stop 1e-11 eV per atom in the density residual; occupations fixed; spin none; net charge 0; applied field sawtooth along c, amplitude +0.015 V/angstrom in the program's sign convention, ramp centred at 0.9875 of c and 0.0250 of c wide, no dipole correction.

Cell vectors (angstrom)
a 10.887 0 0
b 0 10.887 0
c 0 0 39.9513

Atoms and the computed forces on them: element, x, y, z (angstrom), force x, y, z (eV/angstrom)
Si -2.7471 0.0172 29.1009 -0.0087 -0.0167 -0.0076
Si 8.1452 2.8599 26.1537 -0.0043 0.0036 0.0186
Si -9.3742 1.4755 27.6938 -0.0191 -0.0119 -0.016
Si 12.8615 3.0004 24.2367 -0.0036 -0.0115 0.0321
Si 9.6656 0.0945 21.9825 0.004 0.0013 0.0349
Si 15.0517 4.2031 27.4666 0.0157 0.0227 -0.0197
Si 2.8751 5.6458 28.8748 -0.0224 -0.0255 0.0014
Si 10.7112 6.7586 24.241 0.0038 0.0108 0.0418
Si 2.1904 3.3969 26.5032 0.0089 -0.0086 0.017
Si 8.264 5.4153 29.015 0.0216 0.0204 0.0038
Si 1.6746 -0.288 20.9474 -0.0011 -0.0008 0.0521
Si 3.8322 9.5082 25.2435 -0.011 -0.0058 0.0334
Si 5.3629 2.7338 28.9327 -0.0289 -0.0277 0.0064
Si 7.0514 6.7053 27.4951 -0.0147 -0.0182 -0.0072
Si -0.2638 6.9979 17.1192 0.0064 -0.0023 0.0357
Si 20.4407 3.9596 27.7321 -0.0049 -0.0116 -0.015
Si 0.0424 2.6634 29.0827 0.0099 0.0171 0
Si 2.9405 0.0576 28.8902 0.0167 0.0272 0.0095
Si -0.0702 8.2136 28.9746 -0.015 -0.0169 0.0163
Si 1.4045 7.0432 27.5881 0.0059 -0.0015 -0.0111
Si 1.5896 -2.0669 25.793 0.0081 0.0079 0.0179
Si 10.3213 1.2275 24.6792 0.0036 0.0022 0.0474
Si 5.6372 8.2251 28.7617 0.0226 0.0186 0.0063
Si -1.319 9.7487 27.6644 0.0332 0.0257 -0.0029
Si 1.4476 4.1773 30.2526 -0.0008 0.0052 0.017
Si 4.1089 1.4002 30.4052 0.0076 -0.0048 0.0026
Si 1.4247 9.585 30.1938 0.0015 0.0122 0.0241
Si 4.2215 6.944 30.2217 -0.0086 -0.0069 0.0281
Si 6.8057 4.0698 30.2655 0.0131 0.008 0.0358
Si 9.5305 1.3653 30.4031 0.0102 0.0032 0.0213
Si 6.8613 9.4579 30.3816 -0.0041 0.0096 0.0293
Si 9.5615 6.8035 30.3848 0.0111 0.0069 0.0123
Si 0.048 -0.0141 31.6406 0.0283 -0.0325 0.2121
Si 2.719 2.7765 31.6944 0.0104 -0.0054 0.135
Si 0.0614 5.4468 31.694 -0.0082 -0.0062 0.1166
Si 2.7608 8.2156 31.5769 -0.0089 -0.0308 0.1973
Si 5.48 -0.0145 31.7046 -0.0277 0.0166 0.1382
Si 8.1491 2.734 31.6743 -0.0127 0.0248 0.2229
Si 5.4695 5.4803 31.5936 -0.023 -0.012 0.2032
Si 8.1861 8.1206 31.7595 0.0303 -0.0258 0.1557
Si 1.3343 1.371 33.0165 0.1347 0.1773 0.3045
Si 4.1156 4.152 32.9964 -0.1709 -0.1751 0.2212
Si 1.4279 6.8486 32.9969 -0.0726 -0.156 0.1254
Si 4.0497 9.5297 33.0186 0.1535 0.1582 0.3211
Si 6.838 1.3647 33.0502 -0.1103 -0.1265 0.3807
Si 9.5233 4.0619 33.0164 0.1709 0.24 0.2717
Si 6.7769 6.7591 33.0541 0.2462 0.0877 0.391
Si 9.5814 9.5273 33.0215 -0.013 -0.2263 0.3756
Si -0.043 2.6819 6.9474 0.1814 0.0978 -0.2396
Si 2.6652 -0.0201 6.9234 0.0423 0.0338 -0.2981
Si 0.0371 8.175 6.9277 -0.2302 -0.007 -0.2988
Si 2.7535 5.4839 6.9398 -0.1761 -0.1296 -0.1727
Si 5.4503 2.7613 6.9033 -0.115 -0.0628 -0.3432
Si 8.2047 -0.0154 6.938 -0.1784 -0.1328 -0.2839
Si 5.3645 8.1183 6.9296 0.0952 0.1648 -0.2723
Si 8.1309 5.3751 6.9309 0.0568 0.0959 -0.4112
Si 1.3516 4.0841 8.205 -0.0006 -0.0131 -0.136
Si 4.0343 1.3923 8.1598 0.0106 -0.0068 -0.156
Si 1.3396 9.5132 8.3748 0.0211 -0.0017 -0.1929
Si 4.0359 6.8143 8.4171 -0.0022 -0.0047 -0.189
Si 6.7698 4.065 8.3669 -0.0307 0.045 -0.1979
Si 9.5259 1.3127 8.3744 0.0058 0.01 -0.2016
Si 6.7619 9.4922 8.1827 0.0044 0.0107 -0.1361
Si 9.517 6.7665 8.1691 -0.0047 0.012 -0.1475
Si -0.0223 -0.0604 9.7929 -0.008 -0.003 -0.0335
Si 2.6704 2.6887 9.5432 0.0126 0.0141 -0.0021
Si -0.0137 5.4444 9.5235 -0.0097 -0.0082 -0.0007
Si 2.6463 8.1686 9.8269 -0.0081 -0.0044 -0.0421
Si 5.3723 0.01 9.4442 -0.018 -0.0324 0.0038
Si 8.1341 2.6714 9.7036 0.0042 0.0016 -0.0346
Si 5.3755 5.4059 9.778 0.0002 -0.0194 -0.0493
Si 8.0721 8.0424 9.4697 -0.0075 0.0048 0.0087
Si 1.4061 1.3942 11.0694 0.032 0.0314 -0.0201
Si 3.9541 3.97 11.0341 -0.0291 -0.0362 0
Si 5.8305 8.6809 12.1636 -0.0123 -0.0074 0.0098
Si 4.0771 9.6804 10.9767 0.0423 0.0371 -0.0133
Si 6.6765 1.2649 10.9124 -0.0411 -0.029 -0.0138
Si 9.5602 4.1006 10.9084 0.0276 0.0371 -0.0106
Si 8.5341 5.733 12.2686 -0.0048 -0.0081 0.0035
Si 10.18 7.515 12.2345 0.0065 0.0036 0.0114
Si 0.3958 3.1693 12.2244 -0.0079 -0.0109 -0.0006
Si 3.2269 0.569 12.3557 -0.0059 -0.014 0.0107
Si -1.5021 9.306 10.8886 -0.0366 -0.0313 -0.0212
Si 1.2235 6.6945 11.1209 -0.0354 -0.0344 -0.0037
Si 4.8124 2.3046 20.6318 -0.0008 -0.0066 0.0445
Si 7.5507 -0.6276 11.9587 0.0083 0.0031 0.0045
Si 13.5306 6.1722 17.6713 0.0033 0.0008 0.0467
Si 6.7886 6.8033 11.0528 0.0382 0.0424 -0.0108
Si 4.8539 8.3869 14.2862 0.007 -0.0015 0.0229
Si 5.3827 -10.7758 18.7941 -0.0085 0.0004 0.0468
Si 3.781 5.5468 14.7703 -0.0001 0.0044 0.0317
Si 3.5796 8.6043 19.3957 0.0012 0.0016 0.039
Si 5.0135 2.2503 12.266 0.0024 0.0154 0.0065
Si 7.0643 4.3693 19.8872 -0.0023 -0.003 0.0487
Si 2.1311 4.8484 12.3055 0.0083 0.0034 0.0148
Si 7.9218 5.5221 17.1667 -0.006 -0.0028 0.0465
Si 20.8477 -30.033 14.1046 0.0162 -0.0098 0.0266
Si 5.9493 -5.7557 26.1468 -0.0073 -0.0019 0.0219
Si -4.4576 0.9605 27.7924 0.012 0.0156 0.0068
Si 8.1827 -6.5887 14.1856 -0.001 0.0145 0.0233
Si -37.5759 11.7138 15.8367 -0.001 -0.0041 0.0456
Si 42.194 20.5214 17.7146 -0.0019 0.0042 0.0446
Si -3.1317 -1.1963 20.2328 0.0006 -0.0051 0.0374
Si -4.8765 18.1131 20.8942 -0.0002 0.0002 0.0462
Si -20.6042 13.1763 19.0959 -0.0018 0.0006 0.0352
Si 0.5894 0.9822 16.3695 0.0052 0.0009 0.0505
Si 20.6002 24.7851 20.7954 0.0041 -0.0043 0.0391
Si 11.7012 15.786 22.1959 -0.0017 0.0084 0.0569
Si -4.9106 3.302 14.2016 -0.0071 -0.0057 0.0142
Si -7.1218 33.5109 23.0227 -0.0011 -0.0061 0.0583
Si 8.3897 10.8141 13.9805 -0.0056 -0.0047 0.0267
Si 0.3213 -0.0652 26.4348 -0.0068 0.0049 -0.0045
Si -8.4169 14.9747 19.8599 -0.0063 0.002 0.0302
Si 18.1473 8.108 16.0592 0.0023 -0.0015 0.0288
Si 3.1179 -10.999 14.6447 -0.009 -0.0001 0.0233
Si 0.4721 -16.7087 26.6598 -0.0098 0.0123 0.0261
Si -12.1053 29.9358 14.404 0.0082 -0.0035 0.0291
Si 8.1326 7.8278 25.6888 -0.0027 0.0053 0.0225
Si 4.7218 10.0589 27.4815 -0.0127 -0.0101 -0.0039
Si 16.5467 7.3518 24.0853 -0.0053 -0.0044 0.0771
O -5.3496 -5.0218 24.7348 -0.0013 0.0106 -0.0267
O 1.049 -15.6388 17.4265 -0.0052 0.0016 -0.0187
O 10.7415 12.9818 15.4421 -0.0142 0.0131 -0.0277
O 6.3696 -5.1731 20.4542 0.0052 -0.0094 -0.0227
O 6.0888 0.5023 17.4042 0.0046 0.0083 -0.0331
O 23.6159 -6.5606 23.3081 -0.0074 0.0078 -0.027
O 9.7427 -21.5791 23.5848 -0.0063 -0.0091 -0.0525
O -2.7814 -3.1861 14.7173 0.0073 -0.0016 -0.0247
O 5.8085 -24.0097 15.5952 -0.0064 0.0014 -0.0171
O 10.3654 43.5214 17.0358 0.0033 0.0059 -0.0256
O 12.4768 11.8741 19.9688 -0.0033 0.0142 -0.0231
O -1.5666 1.554 21.3651 -0.0018 0.0099 -0.0176
O 14.3238 9.1672 14.5769 0.0028 -0.0037 -0.0104
O 12.5226 5.1297 20.8134 0.0091 -0.0059 -0.0292
O 20.0666 13.2444 25.0023 0.0065 -0.004 -0.0165
O -1.8132 23.1196 13.6235 0.0012 0.0054 -0.0154
O 6.2123 2.3887 15.542 0.002 0.0071 -0.015
O -4.368 10.671 19.8928 -0.0046 0.0027 -0.0179
O 27.9416 -18.6823 20.2808 0.0039 0.0039 -0.0137
O -3.6958 8.1723 20.2938 0.0053 0.0069 -0.0207
O -10.2056 2.0346 24.0141 0.0072 0.009 -0.0214
O 24.1484 20.2084 20.2228 0.0087 -0.0094 -0.0164
O 6.9527 -14.9608 16.981 0.0015 0.0051 -0.0177
O 21.456 -2.4862 17.9248 0.0005 -0.0053 -0.0191
O 13.8756 -25.0427 18.2747 -0.0055 -0.0103 -0.0216
O -10.7961 16.3089 25.1038 -0.0028 0.0025 -0.0171
O 32.2889 13.6281 19.4067 0.009 -0.0021 -0.026
O -2.4764 20.906 21.6632 -0.0094 -0.0062 -0.0241
O 18.1798 37.209 18.2865 0.0091 0.0106 -0.0324
O -1.691 7.1954 24.6227 0.0038 -0.0048 -0.0103
O 29.8548 -6.0795 15.7433 0.0015 -0.0142 -0.0367
O 3.2769 -8.6866 23.7346 0.0073 -0.01 -0.0227
O -24.4419 -12.6465 16.883 -0.0125 -0.0075 -0.0195
O -14.5811 10.9589 15.0763 0.0073 -0.0031 -0.0113
O -12.3864 -4.8194 17.5843 -0.0012 0.0013 -0.0085
O 4.868 15.2605 14.7215 0.0045 -0.001 -0.0109
O 15.3482 11.389 15.3427 -0.0069 0.0025 -0.0193
O 12.1889 12.7232 17.5447 -0.0063 -0.0124 -0.0305
O -17.2724 12.2283 19.3618 0.0039 -0.0098 -0.0193
O 11.0425 -0.5764 21.4285 0.0071 -0.0009 -0.0208
O 33.4807 -13.7751 24.5728 -0.0072 -0.0141 -0.0224
O -12.8403 -0.8826 19.1612 0.0101 -0.0011 -0.0349
O -3.6455 -9.3497 26.4742 0.0067 0.0009 -0.0115
O 26.0078 10.7298 24.2091 0.0037 0.0256 -0.0377
O 15.1955 -13.6293 24.4754 0.0108 -0.0141 -0.0265
O -6.4015 -4.0582 14.106 -0.0055 -0.0022 -0.0052
O -7.2533 -18.3719 20.7714 -0.0046 0.0029 -0.0247
O 2.4768 5.147 13.8978 -0.004 0.001 -0.0211
O -13.279 14.9162 20.5434 -0.0079 0.0025 -0.0146
O 2.5786 0.0908 22.2322 -0.0101 -0.0045 -0.0287
O -2.155 9.1645 26.3599 -0.0136 -0.0123 -0.0081
O 3.1066 4.996 18.6768 0.0022 0.0133 -0.0265
O -11.1993 18.3152 15.5423 -0.0066 0.0065 -0.0245
O -6.3134 29.5228 20.3511 -0.0112 0.0057 -0.0192
O 21.8682 6.2698 22.7107 0.0042 -0.0112 -0.0277
O 26.6729 1.3616 21.9635 0.0071 0.0107 -0.0305
O 7.0688 4.0035 25.6971 0.0008 0 -0.0186
O 9.5876 -1.0812 14.5109 -0.0038 0.0027 -0.0035
O -4.0349 19.0957 24.7689 -0.0003 -0.0002 -0.017
O -7.5039 -15.8693 16.2764 0.009 -0.0045 -0.0376
O -4.9735 7.265 22.5046 0.0035 -0.0002 -0.0424
O 4.4232 20.6109 18.5891 0.0061 0.0054 -0.0147
O -0.2658 -7.1453 21.9044 -0.0082 -0.0077 -0.0251
O 12.6503 -10.6847 15.5183 0.0085 -0.0035 -0.0209
H 0.4925 2.1723 33.9489 0.315 -0.37 -0.2576
H 2.1377 0.5312 33.9489 -0.1966 0.3759 -0.2731
H 3.2846 4.9645 33.9288 0.4071 -0.2919 -0.2436
H 4.9204 3.3135 33.9288 -0.1431 0.32 -0.305
H 0.5868 7.6507 33.9294 0.3889 -0.1991 -0.3031
H 2.2377 6.0149 33.9294 -0.2396 0.4294 -0.2607
H 3.2138 10.3371 33.9511 0.3151 -0.2897 -0.2664
H 4.8419 8.6793 33.9511 -0.2683 0.2484 -0.2789
H 7.6557 0.5389 33.9826 -0.2299 0.3459 -0.25
H 6.0188 2.1892 33.9826 0.2022 -0.2931 -0.2504
H 8.6779 4.8593 33.9489 0.3853 -0.1792 -0.2759
H 10.3269 3.2222 33.9489 -0.3549 0.3172 -0.2604
H 7.5897 5.9283 33.9866 -0.3652 0.2481 -0.2248
H 5.9395 7.5649 33.9866 0.2348 -0.2654 -0.2839
H 8.7498 10.3392 33.954 0.351 -0.1738 -0.2967
H 10.4002 8.7026 33.954 -0.323 0.3477 -0.2018
H -0.8465 3.5216 6.0149 0.1768 -0.4537 0.2832
H 0.7989 1.8806 6.0149 -0.3985 0.2346 0.264
H 3.5011 -0.8275 5.991 -0.3757 0.202 0.2646
H 1.8617 0.8197 5.991 0.1398 -0.501 0.2301
H -0.7818 8.9997 5.9952 0.3982 -0.2502 0.2336
H 0.8781 7.3729 5.9952 -0.2639 0.3701 0.2811
H 3.5845 4.6713 6.0073 -0.1994 0.4027 0.3037
H 1.9438 6.3175 6.0073 0.3655 -0.2902 0.2644
H 4.6455 3.5998 5.9708 0.4163 -0.2519 0.2205
H 6.2694 1.9369 5.9708 -0.1644 0.2814 0.2775
H 9.0362 -0.8274 6.0055 -0.2928 0.3624 0.2585
H 7.3869 0.8104 6.0055 0.3149 -0.1388 0.2757
H 6.2019 7.3124 5.9971 -0.4033 0.0736 0.2827
H 4.5723 8.9687 5.9971 0.1413 -0.4555 0.2487
H 7.3181 6.2058 5.9985 0.1829 -0.3148 0.2547
H 8.9764 4.5777 5.9985 -0.5273 0.1438 0.2166

Results
free energy: -113758.861 eV
free energy less fixed offsets of H -15.71, O -570.45, Si -639.56 eV per atom: -0.141 eV

The program warned: the cutoff lies below the one the program advises for these potential files; the forces do not sum to zero within the program's tolerance; empty levels may hold ghost states of the PAW files; the exchange-correlation potential is rough where the density is thin.
